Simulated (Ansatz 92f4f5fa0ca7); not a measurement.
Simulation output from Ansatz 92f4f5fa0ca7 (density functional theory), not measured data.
Periodic cell of 221 atoms, Si131O88As1H1, from a study of silicon, its oxide and their interface. The atomic structure is a simulated model.
Doubt: the cutoff is far below the 930 eV that the study's wrapper takes by default for these files, so forces and energies are approximate.
This geometry differs little from another in the collection (a relaxation step or a small displacement).

Settings
functional: PBE
potential files: Ansatz PAW
basis: plane waves
wave-function cutoff: 580 eV
density cutoff ratio: 5
exchange-correlation grid ratio: 1
k mesh: 1 x 1 x 1, Gamma-centred
self-consistency stop: 5e-08 eV per atom in the density residual
occupations: fixed
spin: none
net charge: 0

Cell vectors (angstrom)
a 10.938 0 0
b 0 10.938 0
c 0 0 32.3127

Atoms and the computed forces on them: element, x, y, z (angstrom), force x, y, z (eV/angstrom)
Si -0.1169 0.1888 24.7715 -0.0016 -0.0188 0.0541
Si 5.6878 -0.2874 24.7474 -0.0037 0.0102 -0.0077
Si 2.4301 2.9946 24.9303 0.0277 -0.0242 0.0777
Si 8.5407 2.4249 24.6195 0.0109 -0.001 -0.0079
Si 0.1882 5.2063 24.9654 -0.0192 0.0276 -0.0149
Si 5.2947 5.8274 24.8983 0.0208 -0.0127 0.0658
Si 2.9363 7.9425 24.8723 -0.0309 0.0003 -0.0023
Si 7.8942 8.4058 25.0081 0.0519 -0.0111 0.1045
Si 1.336 1.3711 26.2091 0.0175 0.0025 -0.0358
Si 6.8598 1.3663 25.9894 -0.0238 0.0206 0.0236
Si 4.1332 4.1301 26.1105 -0.0035 -0.015 -0.0279
Si 9.5178 4.0157 26.142 -0.017 0.0136 0.0032
Si 1.3713 6.8072 26.2119 -0.0083 0.0284 0.0186
Si 6.779 6.8845 26.3545 -0.0072 0.0064 -0.035
Si 4.0783 9.5842 26.1255 -0.0182 0.019 0.0013
Si 9.6088 9.5785 26.1181 -0.0108 -0.0103 -0.0194
Si 2.7338 0.0048 27.5186 -0.0073 0.0051 0.0138
Si 8.206 0.0179 27.4801 0.0207 -0.0056 0.0117
Si -0.0309 2.7293 27.5628 0.0014 -0.0042 0.0183
Si 5.4986 2.7231 27.452 0.0032 -0.0004 0.0049
Si 2.7637 5.4498 27.548 0.0106 -0.0066 0.0241
Si 8.2052 5.4417 27.5338 0.0053 0.0049 0.0099
Si -0.0003 8.2086 27.5214 -0.0032 -0.0001 -0.0016
Si 5.3984 8.2668 27.6017 0.0017 -0.0243 0.0196
Si 4.1018 1.3673 28.8945 0.2265 0.0699 -0.3211
Si 9.5708 1.3673 28.8945 -0.2588 -0.1384 0.1719
Si 1.3673 4.1018 28.8945 -0.0039 -0.0269 0.0976
Si 6.8362 4.1018 28.8945 -0.0705 -0.2413 -0.1095
Si 4.1018 6.8362 28.8945 -0.2383 0.0231 0.4417
Si 9.5708 6.8362 28.8945 0.0607 -0.0886 -0.0917
Si 1.3673 9.5708 28.8945 0.0351 -0.0009 -0.0398
Si 6.8362 9.5708 28.8945 0.0968 0.384 0.058
Si 0 0 30.2617 -0.0525 -0.0045 -0.0274
Si 5.469 0 30.2617 0.1208 0.0396 0.0164
Si 2.7345 2.7345 30.2617 -0.0352 0.0378 -0.0296
Si 8.2035 2.7345 30.2617 -0.0113 -0.0809 0.0048
Si 0 5.469 30.2617 0.0629 0.0349 0.0128
Si 5.469 5.469 30.2617 -0.0301 0.0382 -0.0368
Si 2.7345 8.2035 30.2617 -0.0215 -0.1246 0.0346
Si 8.2035 8.2035 30.2617 -0.0435 0.0026 -0.0488
Si 1.3673 1.3673 31.629 0.0141 -0.0394 -0.0113
Si 6.8362 1.3673 31.629 -0.0356 0.0554 -0.0107
Si 4.1018 4.1018 31.629 0.0187 0.0027 -0.0118
Si 9.5708 4.1018 31.629 -0.0432 -0.012 -0.0374
Si 1.3673 6.8362 31.629 -0.0299 0.062 -0.0011
Si 6.8362 6.8362 31.629 0.0251 -0.0189 -0.0135
Si 4.1018 9.5708 31.629 -0.0081 0.0204 -0.0427
Si 9.5708 9.5708 31.629 0.043 -0.0271 -0.0134
Si 2.7345 0 0.6835 0.0331 -0.0414 0.0209
Si 8.2035 0 0.6835 -0.0321 0.0143 0.0046
Si 0 2.7345 0.6835 0.0035 0.0324 0.0153
Si 5.469 2.7345 0.6835 0.0324 -0.0474 0.0211
Si 2.7345 5.469 0.6835 -0.0148 0.0239 0.0159
Si 8.2035 5.469 0.6835 0.0354 0.0129 0.0225
Si 0 8.2035 0.6835 -0.0047 -0.0448 0.0314
Si 5.469 8.2035 0.6835 -0.0321 0.0115 0.0144
Si 4.1018 1.3673 2.0507 0.014 0.0754 -0.0223
Si 9.5708 1.3673 2.0507 0.0018 -0.0446 0.0423
Si 1.3673 4.1018 2.0507 -0.0103 -0.0413 0.0451
Si 6.8362 4.1018 2.0507 -0.0047 0.0294 -0.0116
Si 4.1018 6.8362 2.0507 0.0503 -0.022 0.0316
Si 9.5708 6.8362 2.0507 -0.0675 0.0378 -0.0188
Si 1.3673 9.5708 2.0507 -0.0085 0.0511 -0.0345
Si 6.8362 9.5708 2.0507 0.0552 -0.0061 0.0497
Si 0 0 3.418 0.2815 0.0099 -0.1579
Si 5.469 0 3.418 -0.095 0.1567 0.0752
Si 2.7345 2.7345 3.418 0.1576 -0.0949 -0.0442
Si 8.2035 2.7345 3.418 0.0012 0.1852 0.032
Si 0 5.469 3.418 -0.0441 -0.0167 0.2199
Si 5.469 5.469 3.418 -0.1185 -0.0247 -0.0903
Si 2.7345 8.2035 3.418 -0.1572 -0.0024 0.1846
Si 8.2035 8.2035 3.418 0.1502 -0.1956 -0.3368
Si 1.4011 1.352 4.7907 0.0049 -0.0079 -0.0262
Si 6.8201 1.4065 4.7827 -0.0149 0.0112 -0.0066
Si 4.0856 4.113 4.7951 0.0014 -0.003 -0.0263
Si 9.5775 4.0929 4.818 0.0099 0.0086 -0.0087
Si 1.3701 6.8189 4.8237 -0.0003 0.0051 -0.0103
Si 6.8489 6.8291 4.7516 -0.0079 0.0151 -0.0363
Si 4.0741 9.5993 4.7903 -0.0064 -0.0056 -0.0201
Si 9.628 9.5177 4.7348 -0.0177 0.0122 -0.031
Si 2.7363 -0.0107 6.2426 0.0218 -0.0102 -0.0049
Si 8.286 0.0239 5.9816 0.0285 0.0195 0.0213
Si 0.0758 2.7531 6.1599 -0.0417 0.0027 0.0089
Si 5.4615 2.7778 6.1948 0.0193 -0.0374 -0.0105
Si 2.7194 5.4613 6.2221 -0.0176 0.0181 0.002
Si 8.1841 5.4669 6.1695 0.0214 -0.0317 -0.006
Si 0.0092 8.1718 6.211 0.0231 -0.035 -0.0243
Si 5.4782 8.2327 6.0643 -0.006 0.0044 0.0174
Si 3.8477 1.6722 7.5019 0.0263 -0.023 -0.0386
Si 9.9222 1.0463 7.3204 -0.0422 0.0062 -0.0685
Si 1.5622 3.8961 7.6255 -0.0035 0.0157 0.0034
Si 6.5777 4.3951 7.5293 0.0068 -0.0089 0
Si 4.3641 6.6626 7.4002 -0.0114 0.0411 -0.0354
Si 9.2321 7.1228 7.469 -0.0114 0.0121 0.0285
Si 1.1793 9.6964 7.5837 0.0095 0.022 0.0243
Si 7.082 9.4613 7.2596 -0.0314 0.0152 -0.0226
O 1.3314 4.1345 24.4418 -0.008 -0.0019 -0.0394
O 6.8427 9.5229 24.4123 -0.0296 0.0245 -0.0332
O 2.7045 2.7639 7.9887 -0.0203 0.01 0.0178
O 8.1235 8.2978 7.7623 0.022 -0.0266 0.0177
O 5.4637 5.5515 7.9322 0.008 -0.0113 0.0208
O 0.0299 -0.0962 7.9312 0.0284 -0.0202 0.0261
O 4.1153 6.8833 24.4081 -0.0009 0.0044 -0.0346
O 9.6866 1.2821 24.2851 -0.0026 0.0114 -0.0134
O 1.7204 9.0097 9.0129 0.0044 -0.009 -0.0013
O 0.9119 4.3986 9.0723 -0.0126 0.0099 0.0215
O 9.2195 1.7464 8.6224 -0.0055 0.0085 0.0247
O 6.6205 10.2436 8.6314 -0.0002 0.0068 0.0215
O 4.5351 1.1919 8.9005 0.0133 -0.0197 0.0427
O 3.7791 7.376 8.7486 -0.0086 -0.0016 0.0237
O 7.1748 3.858 8.9585 0.012 -0.006 0.0203
O 9.5499 6.6675 9.0063 -0.0027 0.0031 0.0034
O 2.924 2.2634 23.5344 0.0059 -0.0023 -0.0396
O 5.1073 0.157 23.2736 -0.0096 0.0037 -0.025
O 8.1471 2.9688 23.1082 -0.01 0.0072 -0.0273
O 10.3736 5.7623 23.6168 -0.0093 0.0149 -0.003
O 8.3102 7.4934 23.7219 0.0166 -0.0302 -0.0527
O 2.2709 8.4794 23.4647 -0.0032 0.0046 -0.0053
O 6.1777 5.4667 23.5396 0.0034 -0.0101 -0.0363
O 0.6419 10.571 23.4031 0.0159 -0.0159 -0.032
Si 3.1019 8.461 9.7441 -0.001 0.0094 0.0148
Si 7.5337 3.9098 10.5485 -0.001 0 0.0117
Si -1.1915 3.8368 15.9251 -0.0029 -0.0041 0.0048
Si 3.3994 2.9464 22.1344 0.002 -0.0102 0.0024
Si 7.0394 0.6488 19.771 -0.0002 0.0022 -0.0042
Si 12.3005 -5.7857 17.4875 -0.0073 -0.0078 0.0038
Si 2.6993 9.4668 20.2584 -0.0058 0.0119 0.0064
Si 9.2753 6.2776 14.8575 -0.0042 0.0072 0.0117
Si 2.6743 11.147 17.6578 0.0009 -0.0022 0.003
Si -2.099 9.8617 17.8204 0.0005 -0.0016 -0.0017
Si 4.7639 0.3582 21.6973 -0.012 -0.0022 0.0046
Si 9.2599 12.3248 10.2056 -0.0117 0.0015 0.0047
Si 4.5405 11.2653 10.2687 -0.015 -0.0041 -0.0077
Si 3.3413 1.6951 12.7961 0.0026 -0.0044 0.0091
Si 9.1145 8.4728 12.955 -0.0004 -0.0027 0.009
Si 0.9984 9.1372 22.6831 -0.022 -0.0047 0.0045
Si -0.1235 0.8701 16.4583 -0.0031 0.0048 0.0036
Si -1.129 0.2418 13.8789 -0.0008 -0.0029 0.0064
Si 0.3338 13.0335 12.0952 0.0006 0.0046 0.0116
Si 5.5954 5.0474 22.0714 0.0162 -0.0036 0.0049
Si 6.8702 4.8562 15.3394 -0.0007 -0.0028 0.0011
Si 5.2581 4.2327 12.7146 0.0018 0.0028 0.0058
Si 4.6008 11.256 15.4027 -0.0022 -0.0034 0.0006
Si 4.1096 6.6553 20.0453 -0.0001 0.0042 -0.009
Si 4.3982 5.0856 17.3486 0.0106 -0.0005 -0.0054
Si -0.8172 7.0102 17.872 -0.0019 -0.0019 0.0016
Si 4.982 12.9687 17.8189 -0.0009 -0.0028 0.0038
Si 3.1174 6.3205 12.0554 -0.0036 0.0052 0.0109
Si 7.9236 3.1086 21.49 0.0003 0.0131 0.0014
Si 9.5981 6.9957 22.8985 0.0282 0.017 0.003
Si 9.6907 5.4061 20.4536 -0.0106 -0.002 -0.0006
Si 11.8868 4.8023 10.6727 -0.0012 0.0015 0.0039
Si -3.5104 9.9433 14.9699 -0.0053 -0.0057 0.0019
Si 1.7332 4.666 20.379 -0.0085 0.0015 -0.0163
As 7.1062 9.9179 10.3562 -0.0068 -0.0064 0.0099
Si 9.4169 6.4705 10.6117 0.0034 -0.0098 0.0099
O 8.3409 5.2844 10.9247 0.0035 0.0057 -0.0105
O 9.952 -1.0628 12.8873 0.0027 0.0052 -0.0054
O 19.3844 13.5488 10.9258 -0.0014 -0.0009 -0.0096
O 2.8086 5.8548 20.5802 -0.0026 -0.0088 -0.0056
O -2.8631 4.0066 16.1748 0.0018 -0.0017 -0.0019
O -4.744 15.0324 14.0588 -0.0015 -0.0006 -0.0028
O 0.3256 5.3086 20.837 0.013 -0.0066 -0.0037
O 3.5637 11.9635 11.3427 -0.0025 0.0015 0.0029
O -1.0299 7.3472 13.8294 -0.0075 -0.0096 0.0074
O 0.004 6.0854 11.0246 -0.0065 0.0033 -0.0127
O 1.6782 4.2556 18.8104 -0.0088 0.015 0.0101
O 7.8804 1.6484 20.758 -0.0015 -0.0074 0.0015
O 3.9005 0.772 14.0133 -0.0038 0.0049 -0.0082
O 2.2791 10.035 18.78 0.0021 0.0043 0.0007
O 1.3208 9.1501 21.0792 0.01 -0.001 -0.0122
O 10.8258 1.3031 10.7276 0.009 -0.0014 -0.0041
O 9.8791 0.1433 17.5601 0.0013 -0.0013 -0.004
O 9.6989 8.5366 18.2807 -0.0025 0.0023 0.0003
O 4.448 1.9353 21.4147 0.0015 -0.0029 0.0057
O 3.0086 18.6641 11.2024 -0.0003 -0.0089 0.0046
O 6.5654 3.9945 21.3028 0.0001 -0.002 0.0071
O 9.0878 3.9185 20.6892 0.0042 0.0075 0.0041
O 3.7293 8.2283 20.0317 0.0022 -0.0069 0.003
O 0.8168 6.6861 17.8342 -0.0045 -0.0029 0.0017
O 3.4233 -0.4277 21.2662 0.0011 -0.0083 -0.005
O 1.3647 11.957 17.0984 -0.0016 -0.0015 -0.0003
O 1.7158 12.696 12.8846 0.0015 -0.0013 -0.003
O 0.3786 3.653 11.6676 -0.0017 -0.0099 -0.0012
O 9.9297 4.782 14.5816 0.0008 0.0012 -0.0041
O 2.4778 16.104 11.0771 0.007 -0.0008 -0.0041
O -14.2315 6.1624 14.7249 0.0099 0.0048 -0.0036
O 6.0214 11.2201 10.9633 0.0045 -0.0025 -0.0096
O -2.654 11.2604 14.4909 0.0005 0.0008 -0.002
O 10.8851 10.9173 15.0909 0.0016 -0.0012 -0.0022
O 5.602 5.3416 16.2686 -0.0111 -0.0029 0.0083
O 4.5148 6.2053 18.5264 -0.0057 -0.003 0.0011
O 13.7806 5.197 16.704 0.0043 -0.0022 0.0033
O 9.0268 6.4982 21.4614 0.0038 -0.0113 -0.0087
O 3.4985 10.5096 16.3775 -0.0002 0.0004 -0.0008
O -0.3408 8.253 22.8052 -0.0002 -0.012 0.0078
O 5.3345 6.3264 21.082 -0.0066 0.0102 -0.0085
O 5.8332 -0.6949 15.0553 0.0024 0.0018 -0.0022
O 2.1128 3.3164 21.2056 -0.0099 0.0088 -0.0031
O -3.2257 8.8259 13.7774 0.0009 -0.0014 -0.0025
O 2.2779 6.616 13.4252 0.0134 -0.0151 0.0214
O 3.6662 1.2656 18.4073 0.0019 0.0032 -0.0042
O 4.1814 4.3297 22.4459 0.001 -0.002 0.0043
O 5.9709 -0.1302 20.7248 0.0066 -0.0007 -0.0008
O -1.3941 6.7647 16.3829 -0.0048 -0.0082 -0.016
O 0.0761 4.4011 16.8279 0.0088 -0.0007 0.0002
O -0.8387 1.6699 13.1599 -0.0028 -0.0019 -0.0039
O 4.6099 5.7349 12.4802 0.0018 -0.0058 -0.0084
O -1.486 5.9446 18.9296 0.0056 0.0034 -0.003
O 4.0255 14.108 12.8845 -0.0023 -0.0063 -0.008
O 6.3114 1.5741 18.6341 -0.005 0.0005 -0.0025
O -2.9758 9.5037 16.469 0.0023 0.0015 0.0009
O 10.0729 2.2555 15.9971 0.0001 0.0063 0.0003
O 8.9449 7.8096 11.459 0.0011 0.0018 -0.0047
O 15.6401 3.6178 17.9866 -0.0024 0.006 -0.005
O 4.0686 9.7411 9.9548 0.0038 0.0151 -0.0095
O 8.6201 -0.0856 10.4908 0.0064 0.0039 -0.0083
O 6.1612 3.8547 11.4173 -0.0032 0.0006 -0.0078
O 7.9032 -0.5351 19.0492 0.0022 -0.0022 0.0021
O 5.1588 12.569 16.2311 -0.0006 0.0004 -0.0008
H 2.5862 6.169 14.2293 -0.0138 0.01 -0.0264

Results
free energy: -138196.205 eV
free energy less fixed offsets of As -4856.12, H -15.97, O -568.88, Si -635.61 eV per atom: 2.235 eV

The program warned: the cutoff lies below the one the program advises for these potential files; the exchange-correlation potential is rough where the density is thin.
